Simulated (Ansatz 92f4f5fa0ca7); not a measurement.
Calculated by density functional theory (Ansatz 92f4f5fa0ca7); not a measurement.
Periodic cell of 258 atoms, Si166O92, from a study of silicon, its oxide and their interface. The atomic structure is a simulated model.
Doubt: the cutoff is low for norm-conserving oxygen, so forces and energies are approximate.
This geometry differs little from another in the collection (a relaxation step or a small displacement).

Settings
functional: HSE06
potential files: SPMS norm-conserving
basis: plane waves
wave-function cutoff: 800 eV
density cutoff ratio: 4
exchange-correlation grid ratio: 1
k mesh: 1 x 1 x 1, Gamma-centred
occupations: fixed
spin: none
net charge: 0

Cell vectors (angstrom)
a  10.938  0  0
b  0  10.938  0
c  0  0  37.7176

Atoms: element, x, y, z (angstrom)
Si  0  0  0.683
Si  5.469  0  0.683
Si  2.7345  2.7345  0.683
Si  8.2035  2.7345  0.683
Si  0  5.469  0.683
Si  5.469  5.469  0.683
Si  2.7345  8.2035  0.683
Si  8.2035  8.2035  0.683
Si  1.3673  1.3673  2.0503
Si  6.8362  1.3673  2.0503
Si  4.1018  4.1018  2.0503
Si  9.5708  4.1018  2.0503
Si  1.3673  6.8362  2.0503
Si  6.8362  6.8362  2.0503
Si  4.1018  9.5708  2.0503
Si  9.5708  9.5708  2.0503
Si  2.7345  0  35.6661
Si  8.2035  0  35.6661
Si  0  2.7345  35.6661
Si  5.469  2.7345  35.6661
Si  2.7345  5.469  35.6661
Si  8.2035  5.469  35.6661
Si  0  8.2035  35.6661
Si  5.469  8.2035  35.6661
Si  4.1018  1.3673  37.0333
Si  9.5708  1.3673  37.0333
Si  1.3673  4.1018  37.0333
Si  6.8362  4.1018  37.0333
Si  4.1018  6.8362  37.0333
Si  9.5708  6.8362  37.0333
Si  1.3673  9.5708  37.0333
Si  6.8362  9.5708  37.0333
Si  0.0167  0.6087  27.0827
Si  5.1628  0.3293  27.5216
Si  2.9049  2.5334  27.5786
Si  8.4719  2.6497  27.4642
Si  -0.44  5.7808  27.5566
Si  5.2022  5.7301  27.5215
Si  2.958  7.9626  27.5863
Si  8.1858  7.9723  27.3944
Si  1.3359  1.4258  28.8672
Si  6.8589  1.417  28.7618
Si  4.0658  4.145  28.8241
Si  9.508  4.1601  28.935
Si  1.2921  6.8369  28.8181
Si  6.7337  6.8523  28.8692
Si  4.0801  9.6088  28.8523
Si  9.391  9.4513  28.783
Si  2.6384  -0.0335  30.2021
Si  8.1499  0.0033  30.1581
Si  -0.0117  2.7923  30.2361
Si  5.4771  2.7753  30.1651
Si  2.649  5.4523  30.1967
Si  8.0874  5.4729  30.2531
Si  -0.0702  8.2068  30.1925
Si  5.4507  8.2712  30.2353
Si  4.0732  1.3665  31.5083
Si  9.5353  1.3764  31.5348
Si  1.3511  4.1062  31.62
Si  6.7683  4.1058  31.6174
Si  4.0492  6.8537  31.5374
Si  9.5244  6.8264  31.5698
Si  1.2948  9.5587  31.5833
Si  6.8291  9.5955  31.5942
Si  -0.0385  0.0178  32.9304
Si  5.4393  0.02  32.9234
Si  2.7384  2.7258  32.9302
Si  8.1778  2.7326  32.9303
Si  -0.0313  5.476  32.9493
Si  5.4132  5.4942  32.9404
Si  2.6964  8.2062  32.9287
Si  8.1915  8.2126  32.9432
Si  1.3618  1.363  34.2935
Si  6.8234  1.3643  34.2994
Si  4.0897  4.098  34.3059
Si  9.5553  4.0905  34.302
Si  1.3556  6.8331  34.3053
Si  6.8228  6.836  34.2975
Si  4.0873  9.5668  34.2898
Si  9.5643  9.5721  34.305
Si  2.7455  0.012  3.423
Si  8.2052  0.0038  3.4137
Si  0.0221  2.748  3.4335
Si  5.484  2.736  3.4185
Si  2.7468  5.4612  3.4125
Si  8.2286  5.4816  3.4238
Si  0.0095  8.2065  3.4152
Si  5.4726  8.1912  3.4109
Si  4.147  1.3511  4.8001
Si  9.6013  1.3496  4.7739
Si  1.4215  4.1027  4.8209
Si  6.8622  4.1056  4.7715
Si  4.1267  6.8026  4.7758
Si  9.6395  6.8105  4.8086
Si  1.367  9.5828  4.7729
Si  6.8444  9.5524  4.7676
Si  0.0251  0.0035  6.1804
Si  5.4594  -0.0789  6.1768
Si  2.8149  2.7308  6.1805
Si  8.2355  2.7252  6.1011
Si  0.0989  5.4787  6.2384
Si  5.5139  5.4584  6.1651
Si  2.7249  8.1734  6.0786
Si  8.2673  8.2227  6.1023
Si  1.4524  1.3478  7.5303
Si  6.8995  1.3146  7.432
Si  4.1693  4.1079  7.5916
Si  9.6538  4.017  7.4905
Si  1.4769  6.9328  7.6264
Si  6.9145  6.8761  7.445
Si  4.0096  9.4601  7.5183
Si  9.5965  9.55  7.5477
Si  2.5963  -0.1794  8.9551
Si  8.2902  0.0473  8.8908
Si  0.1314  2.7204  8.9112
Si  5.4574  2.5153  8.8316
Si  2.9161  5.5823  8.9921
Si  8.3881  5.553  8.7117
Si  0.0621  8.3117  9.0317
Si  5.5002  8.1832  8.8202
Si  4.2414  0.9557  10.1045
Si  10.035  1.0242  10.2228
Si  1.2609  4.4369  10.1769
Si  7.1736  4.4982  10.3327
Si  4.6999  6.5601  10.3855
Si  9.8883  6.6091  10.1912
Si  0.8424  10.037  10.5258
Si  6.5801  9.8423  10.0515
O  9.699  1.687  26.8179
O  10.295  10.1767  27.621
O  0.2759  -2.0642  24.5591
O  11.0055  4.9413  26.2573
O  0.084  5.4957  10.6502
O  5.4398  -0.0536  10.6244
O  1.2162  -1.4119  12.0932
O  5.8946  5.4597  10.6635
O  6.5156  3.0675  9.9781
O  9.1071  7.19  11.5129
O  2.448  8.2189  14.2647
O  9.4159  1.7648  11.5607
O  7.1631  8.9877  11.2875
O  2.1095  3.8921  11.4632
O  4.426  7.087  11.9269
O  3.4164  1.5676  11.3743
O  7.6171  3.5696  26.3783
O  2.1425  5.042  24.7351
O  1.9969  3.0509  26.3197
O  5.4026  3.8532  24.9085
O  4.0251  12.3722  27.0742
O  4.0774  6.8729  27.0307
O  0.9628  11.0367  25.8063
O  9.3682  6.8647  27.0197
Si  7.5834  9.294  19.575
Si  -3.5159  1.1764  20.0997
Si  0.3744  -8.2068  14.1273
Si  -0.4739  -1.1289  20.8845
Si  1.0901  4.025  25.4118
Si  11.2153  1.8488  21.1659
Si  1.5569  9.6249  25.196
Si  7.9266  -2.9447  12.275
Si  -1.5786  8.9256  14.7436
Si  8.7063  4.5035  17.2565
Si  6.5156  9.6367  25.1418
Si  6.3399  5.4898  21.5143
Si  12.2158  -1.7176  13.7086
Si  2.2367  5.9784  23.4284
Si  10.7173  -3.0603  23.3957
Si  3.3128  7.2977  18.2325
Si  8.9625  7.6537  17.3366
Si  5.3415  3.1765  23.4405
Si  5.0001  -2.9058  20.7655
Si  5.3081  6.892  13.3009
Si  7.5116  0.9961  23.2781
Si  3.9301  -2.2964  23.5241
Si  2.2706  -0.1447  15.9556
Si  6.3051  3.7248  19.0498
Si  3.7077  8.4053  15.3081
Si  13.2924  3.033  16.2501
Si  9.44  11.8721  15.8546
Si  -1.1437  3.0801  23.4506
Si  8.3363  5.9259  23.6443
Si  2.813  2.7169  12.3188
Si  7.578  2.994  15.0538
Si  10.0192  2.1695  18.5404
Si  9.0136  3.0902  12.4055
Si  15.6215  3.9773  14.459
Si  3.4011  4.1704  18.7595
Si  0.7866  9.0479  18.1856
Si  6.5046  4.6531  25.8079
Si  13.7535  3.4353  21.779
O  4.9888  8.05  14.3939
O  6.0122  4.2086  22.413
O  7.8455  -2.5378  18.2474
O  6.5046  8.564  20.5211
O  14.5026  3.8706  15.603
O  5.114  6.5235  21.3539
O  10.3583  1.564  14.6897
O  8.7723  1.7762  19.4739
O  8.7692  1.871  23.8414
O  -0.1779  0.332  21.5229
O  8.2848  4.2218  11.5011
O  8.7265  7.8347  15.7498
O  3.2398  16.6953  18.6515
O  12.4451  -0.342  14.536
O  11.7675  -4.2465  23.1603
O  8.4899  8.972  13.4071
O  7.289  5.7524  24.8789
O  3.7395  -3.4435  16.6668
O  15.1755  8.885  21.9329
O  2.551  1.4211  16.1837
O  2.1881  8.7093  26.366
O  2.7749  -1.262  24.082
O  -3.5568  3.8516  17.8829
O  5.3328  8.8311  24.3458
O  1.707  2.2654  21.7716
O  10.6645  8.6973  22.017
O  4.2586  8.0533  19.3212
O  4.8973  3.8231  18.293
O  9.1069  4.522  23.5455
O  1.834  -3.0715  18.3924
O  8.9739  9.5483  20.3421
O  2.309  3.4651  17.8007
O  7.6263  0.8124  21.6683
O  6.0034  3.2914  15.0753
O  -0.5754  3.6329  13.158
O  6.8795  -3.9832  12.931
O  10.1288  12.0602  17.3115
O  3.3133  3.6135  20.2628
O  1.3837  -0.7955  17.1522
O  7.4781  -2.2803  26.0484
O  4.9971  5.4891  14.024
O  1.624  2.1589  13.2631
O  3.3806  7.1057  23.6595
O  10.8494  -2.3838  14.2522
O  7.9864  1.6558  15.8825
O  6.1364  1.7907  23.536
O  4.08  3.2378  13.1606
O  6.66  4.9505  20.0382
O  -2.4493  4.215  15.6658
O  11.4696  -1.2323  19.6317
O  8.9238  6.0597  17.6011
O  7.4016  -0.424  24.076
O  -0.5565  8.3416  17.6538
O  22.204  2.0699  19.5601
O  3.8727  2.885  22.8697
O  3.6578  -0.9881  15.8248
O  1.011  3.4595  15.4336
O  -0.7635  2.8454  21.8993
O  0.1937  3.1403  24.3801
O  7.0112  -0.156  19.2708
O  -1.0145  3.6573  17.9111
O  9.3226  18.1283  23.8417
O  5.7908  -0.2741  26.1524
O  7.9309  2.7  13.5169
O  2.4268  -5.9872  22.1988
O  9.2918  10.3218  15.5276
O  18.5193  6.2177  22.2378
O  -4.6187  2.3308  19.8766

Results
free energy: -60022.710 eV
free energy less fixed offsets of O -447.96, Si -113.29 eV per atom: -4.250 eV
gap between the highest filled and lowest empty level on this k mesh: 1.309 eV

The program warned: the cutoff lies below the one the program advises for these potential files; the forces do not sum to zero within the program's tolerance; the exchange-correlation potential is rough where the density is thin.
